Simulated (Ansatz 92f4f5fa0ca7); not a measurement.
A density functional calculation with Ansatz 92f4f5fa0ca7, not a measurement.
Periodic cell of 237 atoms, Si146O85H6, from a study of silicon, its oxide and their interface. The atomic structure is a simulated model.
Doubt: the cutoff is far below the 930 eV that the study's wrapper takes by default for these files, so forces and energies are approximate.
This geometry differs little from another in the collection (a relaxation step or a small displacement).

Settings: functional PBE; potential files Ansatz PAW; basis plane waves; wave-function cutoff 580 eV; density cutoff ratio 5; exchange-correlation grid ratio 1; k mesh 1 x 1 x 1, Gamma-centred; self-consistency stop 5e-08 eV per atom in the density residual; occupations fixed; spin none; net charge 0.

Cell vectors (angstrom)
a  11.6015  0  0
b  0  10.938  0
c  0  0  32.5601

Atoms and the computed forces on them: element, x, y, z (angstrom), force x, y, z (eV/angstrom)
Si  0.0447  -0.037  24.1282  -0.0355  0.1881  -0.0115
Si  3.9121  -0.0427  24.0728  -0.0626  -0.2186  -0.3643
Si  7.8939  -0.1702  24.1272  0.0057  -0.1617  -0.4438
Si  1.9837  1.3021  24.1332  -0.0575  -0.0965  0.1057
Si  5.9805  1.1451  24.042  -0.0865  -0.1306  0.1505
Si  9.7161  1.3291  24.024  0.0201  -0.1274  0.1744
Si  -0.2048  5.4568  23.9359  0.0779  0.1317  0.1397
Si  3.7728  5.2915  23.6647  0.0595  0.3282  0.1855
Si  7.7988  5.4942  23.8472  -0.1337  0.1727  0.15
Si  1.8178  6.7076  23.8476  0.1034  -0.2569  0.0763
Si  5.7468  6.7606  23.6637  -0.0735  -0.2709  0.1064
Si  9.6039  6.9716  24.1052  0.0315  0.1454  -0.3894
Si  1.9232  2.7655  25.9437  -0.0121  -0.0875  -0.0938
Si  5.7988  2.7206  25.7982  0.0466  0.0136  -0.0704
Si  9.6476  2.7644  25.8884  0.0011  -0.1144  -0.0642
Si  -0.0215  4.1001  25.8758  -0.0155  0.0448  -0.0959
Si  3.8624  4.087  25.7703  0.0145  0.1068  -0.1779
Si  7.7039  4.1147  25.8075  -0.0193  0.0606  -0.0714
Si  1.9279  8.0894  25.8392  -0.0212  -0.029  -0.0716
Si  5.8009  8.0457  25.771  -0.0253  -0.007  -0.1197
Si  9.6961  8.2133  26.0481  0.0156  -0.0087  -0.1126
Si  0.0381  9.5212  26.0025  0.004  0.0123  -0.0418
Si  3.8792  9.4301  25.8852  0.0233  0.0046  -0.0628
Si  7.7288  9.4299  25.992  -0.0102  -0.0154  -0.0879
Si  0.0039  0.044  27.8138  -0.0027  -0.0314  -0.0281
Si  3.8681  -0.0438  27.7405  0.0133  0.0087  0.0213
Si  7.691  0.0073  27.7736  0.0132  -0.0271  0.0203
Si  1.9548  1.3401  27.7944  -0.0189  0.016  -0.0019
Si  5.7706  1.3596  27.7359  -0.0007  0.0075  0.004
Si  9.6359  1.3479  27.7572  0.0242  -0.0089  0.0351
Si  0.0257  5.4658  27.7794  -0.0284  0.0132  -0.0345
Si  3.8889  5.4389  27.7242  -0.0114  0.0051  -0.0492
Si  7.7279  5.4487  27.7477  0.0054  0.0189  -0.0099
Si  1.9632  6.7887  27.7762  -0.0236  -0.0069  0.0044
Si  5.8036  6.7909  27.7571  0.0237  0.0177  -0.047
Si  9.679  6.7535  27.8331  0.0103  0.0189  0.0094
Si  1.9336  2.7345  29.6608  0.0937  0.0648  0.4279
Si  5.8008  2.7345  29.6608  -0.0725  0.006  0.0883
Si  9.6679  2.7345  29.6608  -0.0647  0.0012  0.1739
Si  0  4.1018  29.6608  0.0575  -0.3094  0.2272
Si  3.8672  4.1018  29.6608  0.0146  -0.1882  0.0546
Si  7.7343  4.1018  29.6608  -0.0147  -0.204  0.1173
Si  1.9336  8.2035  29.6608  0.07  0.0491  0.0931
Si  5.8008  8.2035  29.6608  -0.0151  0.0272  -0.0069
Si  9.6679  8.2035  29.6608  -0.0118  0.0637  0.326
Si  0  9.5708  29.6608  -0.0233  -0.0719  0.3758
Si  3.8672  9.5708  29.6608  0.024  -0.1193  0.2914
Si  7.7343  9.5708  29.6608  -0.0602  -0.0409  0.2783
Si  0  0  31.5944  0.0135  -0.0926  0.0383
Si  3.8672  0  31.5944  -0.0043  0.0228  0.0348
Si  7.7343  0  31.5944  -0.0039  -0.0589  0.0125
Si  1.9336  1.3673  31.5944  0.0022  -0.0445  0.0546
Si  5.8008  1.3673  31.5944  -0.0073  -0.0422  -0.0298
Si  9.6679  1.3673  31.5944  0.0163  -0.0124  0.0008
Si  0  5.469  31.5944  0.0019  0.1029  0.0826
Si  3.8672  5.469  31.5944  0.0116  0.1003  -0.001
Si  7.7343  5.469  31.5944  -0.023  0.0405  0.0256
Si  1.9336  6.8362  31.5944  -0.0114  -0.0094  0.0167
Si  5.8008  6.8362  31.5944  -0.0013  -0.0195  -0.0451
Si  9.6679  6.8362  31.5944  -0.0007  0.0233  0.0632
Si  1.9336  2.7345  0.9679  0.01  0.068  0.0386
Si  5.8008  2.7345  0.9679  0.0052  0.0949  -0.1184
Si  9.6679  2.7345  0.9679  -0.0237  0.1309  -0.2066
Si  0  4.1018  0.9679  0.06  0.0585  0.4426
Si  3.8672  4.1018  0.9679  -0.1055  -0.0391  0.0412
Si  7.7343  4.1018  0.9679  0.0436  0.0253  0.0221
Si  1.9336  8.2035  0.9679  0.02  0.0384  0.0278
Si  5.8008  8.2035  0.9679  -0.0828  0.083  -0.0481
Si  9.6679  8.2035  0.9679  0.0596  -0.0447  0.2664
Si  0  9.5708  0.9679  -0.0004  0.1182  -0.1484
Si  3.8672  9.5708  0.9679  -0.0537  0.1128  0.0281
Si  7.7343  9.5708  0.9679  0.0475  0.0699  -0.108
Si  -0.0009  0.0594  2.8494  -0.0103  -0.0064  -0.0307
Si  3.8479  0.0372  2.8992  0.0025  0.0031  -0.0405
Si  7.7424  0.0288  2.871  0.0197  0.0238  -0.0416
Si  1.9242  1.4274  2.9443  -0.0083  -0.0102  -0.0554
Si  5.7975  1.3731  2.8825  0.0021  -0.0085  -0.0178
Si  9.67  1.4129  2.8949  0.0074  -0.0151  0
Si  0.0297  5.4813  2.9766  0.006  -0.0184  -0.0589
Si  3.8402  5.4552  2.9182  0.01  0.0212  -0.0501
Si  7.73  5.5115  2.8816  -0.01  0.0292  -0.0812
Si  1.9337  6.8722  2.9217  0.0071  -0.0137  -0.0624
Si  5.7704  6.8071  2.8621  -0.027  0.0091  -0.0144
Si  9.6943  6.8346  2.9361  -0.0037  -0.0241  -0.0856
Si  1.9166  2.7709  4.9217  0.018  -0.0113  0.089
Si  5.8156  2.7416  4.8001  -0.0085  -0.0112  0.0224
Si  9.6853  2.9453  4.715  0.0173  -0.0013  0.0406
Si  0.0276  4.24  5.0443  -0.0419  -0.0232  0.1017
Si  3.8762  4.11  4.8743  -0.016  0.0158  0.0209
Si  7.706  4.2056  4.8201  0.017  0.0391  0.0716
Si  1.9025  8.2927  4.8176  0.0112  -0.0537  0.0077
Si  5.7702  8.1931  4.7521  0.0092  0.0174  0.0509
Si  9.6982  8.2071  4.8631  0.0062  -0.0271  0.0824
Si  -0.0347  9.6695  4.7648  0.0208  0.0117  0.0684
Si  3.8759  9.6124  4.8198  -0.0148  0.0548  0.0513
Si  7.7318  9.4747  4.683  -0.0172  0.0613  0.1058
Si  -0.1248  0.1802  6.6511  -0.0504  0.0639  -0.102
Si  3.8957  -0.0183  6.8238  0.0284  0.1062  -0.1577
Si  7.8251  -0.0414  6.5025  0.0357  -0.0158  -0.0838
Si  1.9318  1.3305  6.8399  0.0323  0.0444  0.0973
Si  5.8916  1.3005  6.6932  -0.0155  -0.0844  -0.0529
Si  9.5227  1.5522  6.526  -0.0141  -0.0231  -0.035
Si  -0.0028  5.6643  7.1308  -0.1032  0.0185  -0.3757
Si  3.8614  5.5664  6.76  0.0601  -0.0099  0.0985
Si  7.7205  5.5903  6.7991  0.072  0.1418  -0.0927
Si  1.938  6.9313  6.7537  -0.0653  0.0806  0.0445
Si  5.7909  6.9475  6.7537  0.0439  -0.1109  -0.08
Si  9.6497  6.9947  6.9662  -0.0096  -0.1653  -0.1838
O  6.2527  2.3597  7.9383  0.1113  0.0004  0.1055
O  11.1167  10.0174  7.8494  -0.0025  -0.0137  0.0702
O  7.6581  4.6251  8.1551  -0.0329  -0.0781  0.1491
O  9.031  2.3679  7.927  -0.0207  -0.0168  0.1142
O  9.6094  7.9436  8.3576  0.0169  0.1597  0.165
O  3.8949  9.8499  8.1002  0.0065  -0.0754  0.1812
O  0.0027  5.0418  8.6975  0.0076  -0.1076  0.4573
O  5.8669  8.0436  8.0221  -0.0204  0.099  0.1896
O  8.296  10.1396  7.9268  -0.0109  0.0724  0.018
O  5.7306  7.9107  22.4573  0.0215  0.2429  -0.3149
O  2.4929  8.9152  18.5292  -0.1195  0.0906  -0.0694
O  3.712  4.2168  22.367  -0.11  -0.3614  -0.3476
O  9.622  2.2196  22.6252  0.0369  -0.029  -0.179
O  1.9236  2.2983  22.8017  -0.0384  -0.0144  -0.128
O  -0.0384  9.8231  22.8681  0.0551  -0.0392  -0.1695
O  1.7619  7.797  22.5952  -0.0852  0.1649  -0.2254
O  6.319  1.7729  22.52  0.0932  0.0204  -0.263
O  -0.6038  4.5122  22.6129  -0.0918  -0.072  -0.2558
Si  7.6276  -4.3604  16.7456  -0.011  -0.0432  -0.0716
Si  5.1067  5.1434  12.5089  -0.0893  0.0848  -0.0288
Si  1.3425  13.104  14.725  0.0806  0.0249  -0.0382
Si  0.0421  3.4727  17.1222  0.0033  0.0668  -0.1034
Si  4.543  5.9963  16.9138  0.0284  -0.0869  -0.0231
Si  2.0957  9.8169  11.7138  0.0128  -0.093  -0.0331
Si  -0.4612  19.0931  14.8084  0.0233  -0.0615  -0.0219
Si  5.6946  8.7581  21.0591  -0.0818  -0.0384  0.337
Si  9.6985  9.5782  8.5514  -0.0066  -0.1451  -0.0877
Si  -5.3801  -0.7873  14.0386  -0.0613  -0.0697  0.0347
Si  5.5815  1.0812  21.23  -0.1056  -0.079  0.2128
Si  10.212  7.0346  12.2664  0.0468  -0.0395  -0.1302
Si  -6.6975  10.7691  11.2245  0.078  -0.0775  -0.1871
Si  -1.9605  3.7557  22.0652  -0.065  0.033  0.1959
Si  10.0449  2.4477  19.3938  -0.1134  0.2033  0.175
Si  -2.3602  9.631  13.1623  -0.0159  -0.0595  -0.1
Si  -0.7672  -0.0074  11.105  -0.1456  -0.0284  -0.264
Si  -4.8387  12.6849  15.7375  -0.0503  0.0641  -0.0214
Si  6.4543  2.576  11.2724  0.1128  -0.0212  -0.2113
Si  7.3488  11.996  18.7437  -0.2453  0.0762  0.0625
Si  13.225  -0.8933  19.3193  0.1874  -0.0491  0.1817
Si  10.7819  19.4356  19.4188  -0.0732  -0.1032  0.2372
Si  3.9201  8.1579  18.6661  0.1244  -0.0295  0.1841
Si  8.4227  2.8224  13.6392  0.0081  0.0389  0.0071
Si  -0.3119  2.7356  12.1024  0.0288  0.1338  -0.1098
Si  4.7836  8.7962  8.9903  0.0292  -0.0717  -0.2075
Si  7.7746  8.9309  18.8623  -0.1404  -0.0984  0.1388
Si  7.6455  3.03  8.5065  -0.0699  0.1125  -0.1401
Si  -3.8164  16.7479  13.7682  0.0526  0.006  -0.0252
Si  11.9137  5.3758  10.289  -0.0568  -0.0226  -0.1625
Si  1.9055  10.1143  14.8553  0  0.0678  0.0485
Si  4.4897  -2.2641  15.907  0.0119  -0.0095  -0.0271
Si  -8.5779  -3.9752  10.8432  -0.0003  -0.0558  -0.2704
Si  10.4822  6.2603  17.2854  -0.0738  -0.0029  -0.0496
Si  3.0159  13.7884  21.7334  0.2476  0.0991  0.2606
Si  0.8021  8.8824  21.853  0.1016  -0.0636  0.2045
Si  1.3871  13.0407  19.338  0.1768  0.1383  0.1751
Si  4.1939  14.5678  15.1508  -0.0369  -0.0558  0.0211
O  0.8837  2.3121  13.1527  -0.0241  -0.0142  0.0151
O  7.6922  9.9648  13.4024  0.0038  0.0254  -0.0056
O  -8.7252  13.6387  14.9178  -0.0075  0.0194  -0.0198
O  2.0703  10.2455  13.2607  -0.0044  -0.0123  0.0235
O  1.3334  11.5716  15.3107  -0.0008  -0.0149  -0.0125
O  -3.818  6.7403  15.1138  0.0289  -0.0207  0.0095
O  -3.3724  1.9329  15.0008  0.0278  -0.059  -0.0022
O  4.3661  19.2916  20.2142  -0.0241  -0.0128  -0.2071
O  5.5274  -1.2984  10.1904  -0.0388  0.0739  0.1445
O  3.3238  9.7496  15.5543  0.0045  0.0027  -0.0217
O  11.7302  15.0153  11.2695  0.0074  -0.0579  0.0483
O  4.0821  -3.8481  15.7682  -0.0199  -0.0073  -0.0123
O  -7.2304  4.5669  13.8362  0.0183  0.015  -0.0401
O  -0.0213  16.0244  17.1564  0.0096  -0.0526  0.0113
O  -0.2942  8.1125  20.9197  0.0134  0.0827  -0.1396
O  8.2805  4.543  22.5598  0.1595  -0.0939  -0.3275
O  5.5405  3.9047  11.528  -0.0377  0.0019  0.0134
O  -1.6965  2.9313  12.9709  -0.0487  -0.0102  0.0371
O  -6.0184  13.7516  15.3718  0.0282  0.0038  0.0124
O  10.0805  10.8861  12.5581  -0.0311  -0.0029  0.0923
O  -7.6994  6.5454  18.3286  -0.0468  0.0129  0.0043
O  -4.5842  1.8017  17.3397  0.0633  -0.0316  0.0048
O  0.0958  9.7232  18.8353  -0.0061  0.0491  -0.0982
O  7.5724  2.8678  10.1187  -0.1114  -0.0095  0.15
O  9.6566  3.6675  20.4329  0.0415  -0.0938  -0.2432
O  6.9564  8.3082  20.1363  0.0803  0.0115  -0.1869
O  7.2009  21.3391  18.5042  0.0677  0.0115  -0.0679
O  8.8273  1.3782  19.3431  0.0609  -0.0307  -0.057
O  -0.4855  12.532  10.9302  0.0489  -0.0162  0.0394
O  4.065  6.1229  11.7483  0.0652  -0.0893  0.0595
O  -2.5135  6.0064  12.8158  -0.0478  -0.0046  0.0359
O  1.7672  9.8316  20.9389  -0.1154  -0.0375  -0.1966
O  5.2213  -0.5131  12.7823  -0.0071  0.0064  0.0634
O  2.0867  0.6466  19.0457  -0.0549  -0.0178  -0.1162
O  3.8255  7.604  9.5699  -0.0124  -0.0015  0.1116
O  5.4911  1.3125  10.8787  -0.0294  0.0464  0.0331
O  -0.2364  7.2952  13.4179  -0.0024  0.0421  0.0665
O  10.8789  6.513  10.8785  0.0271  0.0008  0.1063
O  4.058  1.6366  21.3756  -0.0998  0.0725  -0.1184
O  9.8095  10.2452  10.0331  0.1096  0.1076  0.1555
O  7.9  4.2576  14.1983  0  0.0247  -0.04
O  1.8423  16.8931  10.3346  0.0436  0.0277  0.1336
O  -4.268  13.1367  12.5873  0.0288  -0.0124  0.0787
O  4.8769  8.8599  17.5091  -0.0098  0.015  -0.0513
O  -1.3279  2.9517  17.8527  0.0149  -0.0404  -0.0441
O  3.2757  10.7034  11.0026  -0.0337  0.0225  0.0156
O  -5.1904  6.0456  12.9197  0.0023  -0.0084  -0.0223
O  -0.9408  7.1945  15.989  -0.0099  -0.0053  0.0065
O  6.1689  11.2764  15.1998  0.0196  -0.0096  -0.007
O  10.8499  7.0952  18.6191  -0.0081  0.0422  -0.0917
O  -2.6802  16.6618  17.3033  0.043  0.0021  -0.0188
O  12.4906  8.9174  15.2631  0.0056  -0.0066  -0.0168
O  5.6618  -0.5613  21.3226  0.0636  0.0478  -0.0703
O  9.4016  8.4334  12.0529  -0.0289  0.0637  0.0757
O  11.471  1.8133  19.9075  -0.0231  -0.0528  -0.0741
O  6.1854  -5.0712  17.0532  -0.0095  0.03  -0.0282
O  1.3377  13.8697  17.9424  -0.0427  -0.038  -0.0549
O  3.937  4.5528  16.4842  0.028  0.0212  -0.0303
O  7.6905  8.0169  17.5171  0.0463  0.0617  -0.0298
O  9.2803  -1.8647  19.4224  0.0825  0.0144  -0.0896
O  0.6438  10.1104  11.0392  0.0715  0.0302  0
O  9.9311  9.2277  14.5773  -0.0143  -0.0005  0.0242
O  -5.8837  -2.1041  14.8551  0.0302  0.0049  -0.0461
O  2.2102  3.098  20.3468  -0.1031  -0.0961  -0.2853
O  0.2251  3.0008  15.5778  -0.023  0.0004  0.0357
O  2.3887  8.214  11.6612  -0.0405  0.08  0.0745
O  6.2342  1.5648  19.8346  0.19  0.0443  -0.2823
H  3.8389  4.7397  8.0201  0.0059  0.0068  -0.0898
H  2.0159  7.8885  7.9017  -0.0199  -0.0228  -0.0583
H  1.9284  2.1788  8.0881  0.0021  -0.0304  -0.0957
H  7.8944  -0.999  -9.7235  0.0186  0.2973  0.4336
H  3.7156  -0.9187  -9.7138  0.0332  0.267  0.361
H  9.628  7.8721  -9.6863  -0.0292  -0.2936  0.3498

Results
free energy: -141249.958 eV
free energy less fixed offsets of H -15.97, O -568.88, Si -635.61 eV per atom: -0.278 eV

The program warned: the cutoff lies below the one the program advises for these potential files; the exchange-correlation potential is rough where the density is thin.
